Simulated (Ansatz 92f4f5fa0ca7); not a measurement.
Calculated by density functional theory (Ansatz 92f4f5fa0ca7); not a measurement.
Periodic cell of 255 atoms, Si165O90, from a study of silicon, its oxide and their interface. The atomic structure is a simulated model.
Doubt: the cutoff is far below the 930 eV that the study's wrapper takes by default for these files, so forces and energies are approximate.
This geometry differs little from another in the collection (a relaxation step or a small displacement).

Settings: functional PBE; potential files Ansatz PAW; basis plane waves; wave-function cutoff 580 eV; density cutoff ratio 5; exchange-correlation grid ratio 1; k mesh 1 x 1 x 1, Gamma-centred; self-consistency stop 5e-08 eV per atom in the density residual; occupations fixed; spin none; net charge 0.

Cell vectors (angstrom)
a  10.938  0  0
b  0  10.938  0
c  0  0  37.0322

Atoms and the computed forces on them: element, x, y, z (angstrom), force x, y, z (eV/angstrom)
Si  0  0  0.683  -0.0346  -0.0228  -0.0003
Si  5.469  0  0.683  0.0364  -0.0256  0.0202
Si  2.7345  2.7345  0.683  -0.01  -0.0607  -0.0137
Si  8.2035  2.7345  0.683  0.0194  -0.1058  -0.0012
Si  0  5.469  0.683  0.0186  -0.0787  -0.0049
Si  5.469  5.469  0.683  -0.0228  -0.0385  0.0088
Si  2.7345  8.2035  0.683  0.0723  -0.032  -0.0162
Si  8.2035  8.2035  0.683  -0.0857  0.0365  -0.0032
Si  1.3673  1.3673  2.0503  0.0914  0.096  0.0118
Si  6.8362  1.3673  2.0503  0.1651  0.0438  -0.0264
Si  4.1018  4.1018  2.0503  0.0573  -0.0175  0.1341
Si  9.5708  4.1018  2.0503  0.0692  -0.0274  -0.0339
Si  1.3673  6.8362  2.0503  0.1332  -0.0253  -0.055
Si  6.8362  6.8362  2.0503  0.071  0.115  0.1524
Si  4.1018  9.5708  2.0503  0.0539  -0.1859  -0.1052
Si  9.5708  9.5708  2.0503  0.0068  0.0402  0.0719
Si  2.7345  0  34.9807  -0.0793  -0.0155  -0.0915
Si  8.2035  0  34.9807  0.025  -0.0259  0.0054
Si  0  2.7345  34.9807  -0.1859  -0.027  0.1356
Si  5.469  2.7345  34.9807  -0.1275  0.0736  -0.1694
Si  2.7345  5.469  34.9807  -0.0847  0.109  0.1636
Si  8.2035  5.469  34.9807  -0.1021  -0.068  -0.0598
Si  0  8.2035  34.9807  0.0322  -0.0198  -0.0666
Si  5.469  8.2035  34.9807  -0.058  0.0017  0.0787
Si  4.1018  1.3673  36.3479  -0.0095  0.0399  -0.014
Si  9.5708  1.3673  36.3479  -0.0387  0.0941  0.0156
Si  1.3673  4.1018  36.3479  0.0109  0.0382  -0.0137
Si  6.8362  4.1018  36.3479  0.0337  0.0205  0.0074
Si  4.1018  6.8362  36.3479  -0.0303  0.0489  0.0122
Si  9.5708  6.8362  36.3479  0.01  0.0349  0.0013
Si  1.3673  9.5708  36.3479  0.0231  0.0241  0.0175
Si  6.8362  9.5708  36.3479  0.0116  0.0279  -0.0194
Si  -0.1765  -0.156  26.7655  0.0017  -0.0009  0.0039
Si  4.2511  -0.2542  26.1419  -0.0049  0.0098  -0.0144
Si  2.6627  2.4134  26.7473  -0.008  0.0162  -0.0055
Si  7.2622  2.9387  26.978  -0.0156  0.0095  0.0081
Si  -0.5451  5.5085  26.8207  0.0168  -0.0028  0.0177
Si  5.6839  4.9124  26.94  0.016  -0.0154  -0.0015
Si  1.8541  8.7421  25.4819  0.0082  -0.0016  0.0043
Si  8.2677  7.837  26.725  -0.0026  0.0099  -0.0069
Si  1.2182  1.2258  28.1435  0.0003  -0.0003  -0.001
Si  6.435  1.1753  28.4468  0.0007  0.0055  -0.0028
Si  3.947  3.9214  28.1487  -0.0065  -0.005  0.0037
Si  9.1837  3.94  28.1439  0.0072  0.0122  -0.0017
Si  1.1394  6.798  27.9586  -0.0126  -0.0114  0.0012
Si  6.7365  6.6917  28.1185  -0.0019  0.0039  0.0034
Si  4.687  10.315  28.3745  -0.0079  -0.0081  -0.0054
Si  9.3811  9.4593  28.1159  0.0018  0.0037  0.0047
Si  2.7431  0.0812  29.5656  0.0043  -0.0005  -0.0009
Si  8.1333  -0.0277  29.5413  -0.0029  0.0008  0.0071
Si  -0.1356  2.7141  29.4235  -0.0027  -0.0028  0.0013
Si  5.3185  2.7762  29.7269  0.0073  0.001  -0.0047
Si  2.6287  5.4924  29.3389  0.003  0.0018  0.003
Si  8.1248  5.4717  29.5932  0.0002  -0.004  -0.0067
Si  -0.0415  8.2236  29.4598  -0.0011  -0.0007  0.001
Si  5.4758  8.278  29.3979  -0.0036  0.0003  0.003
Si  3.9752  1.4237  31.0519  -0.0048  -0.0022  0.0006
Si  9.5287  1.3531  30.8684  0.0002  -0.003  0.0001
Si  1.269  4.1301  30.7745  0.0023  0.0006  -0.0019
Si  6.7703  4.1452  30.9702  -0.0073  -0.0037  -0.0002
Si  4.0335  6.881  30.7337  -0.0004  0.0007  0.0024
Si  9.5584  6.8514  30.877  0.0013  -0.0002  -0.0012
Si  1.3702  9.5645  30.8374  0.0006  0.003  -0.0003
Si  6.813  9.53  30.9108  0.003  -0.0006  -0.0037
Si  -0.0042  0.0002  32.2169  -0.0016  -0.0002  -0.0006
Si  5.4135  -0.0226  32.2624  0.0005  -0.0006  -0.0002
Si  2.6119  2.8246  32.2883  0.0001  -0.0027  0.0008
Si  8.1615  2.7209  32.2558  0.0017  -0.0007  -0.003
Si  -0.0383  5.4643  32.2267  -0.0008  0.0014  -0.0003
Si  5.3898  5.547  32.2281  0.002  -0.0054  -0.0042
Si  2.6978  8.1789  32.2094  0.0014  -0.0006  -0.0026
Si  8.2018  8.1994  32.2706  0.0011  -0.001  0.0028
Si  1.3333  1.3669  33.6229  -0.0011  -0.0008  -0.0004
Si  6.8113  1.3397  33.6156  0.0004  0.0008  0.0007
Si  4.0744  4.1317  33.6119  0.0002  0.0012  -0.0013
Si  9.5539  4.0854  33.6082  -0.0012  -0.0012  0.0004
Si  1.3499  6.812  33.6016  0.0001  0.0016  -0.0012
Si  6.82  6.8365  33.6167  -0.0027  -0.0013  -0.0014
Si  4.0678  9.5332  33.6113  0  0.0008  -0.0001
Si  9.5776  9.5741  33.6108  -0.0001  0.0013  0.0001
Si  2.7466  -0.0135  3.3935  -0.0025  -0.0005  -0.0005
Si  8.2249  0.022  3.432  0.0019  -0.0006  -0.0018
Si  0.0329  2.7644  3.425  -0.0018  -0.0018  -0.0001
Si  5.5102  2.7495  3.4177  0.0014  0.0031  -0.0017
Si  2.7498  5.4813  3.4328  0.0017  0.003  -0.0003
Si  8.2462  5.4924  3.4151  -0.0006  -0.0059  -0.0009
Si  0.0098  8.1947  3.4046  0.002  -0.0013  -0.0007
Si  5.4672  8.2074  3.4426  -0.0017  -0.0006  -0.0009
Si  4.1813  1.298  4.7208  -0.0014  0.0018  -0.0023
Si  9.6284  1.3946  4.7925  0.0013  -0.0022  0.006
Si  1.4014  4.1229  4.8251  -0.0006  -0.0005  0.0014
Si  6.8961  4.1374  4.782  0.004  0.0034  -0.0008
Si  4.1182  6.8182  4.8377  0.0011  -0.0022  0.0003
Si  9.6731  6.7905  4.8091  -0.0007  0.0027  -0.0009
Si  1.3908  9.541  4.7503  -0.0016  0.0029  0.0037
Si  6.8778  9.5627  4.792  -0.0043  0.001  -0.0007
Si  0.0472  -0.0375  6.1159  0.0042  -0.0002  -0.0134
Si  5.5406  0.0079  6.1828  -0.0043  -0.0049  0.0036
Si  2.8255  2.6686  6.0202  -0.0129  -0.0088  0.0077
Si  8.3445  2.8597  6.1483  -0.0006  0.0024  -0.0034
Si  0.1101  5.5042  6.31  0.0015  0.0014  0.0024
Si  5.534  5.4587  6.2051  -0.0216  -0.0222  0.0043
Si  2.7191  8.1998  6.1772  0.0018  -0.0041  0.0009
Si  8.2612  8.1466  6.0939  -0.0026  -0.0029  -0.0012
Si  1.4916  1.3216  7.3996  -0.0019  0.0003  0.0012
Si  6.9738  1.4914  7.4297  -0.0035  0.004  0.0034
Si  4.2439  3.8794  7.4435  -0.03  0.0813  0.0575
Si  9.651  4.1883  7.7045  0.0018  -0.0061  -0.0013
Si  1.3892  6.9618  7.7392  -0.0043  0.0014  -0.0054
Si  6.9535  6.832  7.5544  -0.0042  0.0087  0.0059
Si  4.1304  9.5153  7.4977  -0.0097  0.0073  -0.0125
Si  9.5898  9.5221  7.4432  -0.0089  0.0037  0.0206
Si  2.8564  0.0172  8.8573  0.0043  0.0011  -0.0056
Si  8.2389  0.0121  8.6823  0.0003  -0.009  -0.0117
Si  0.1221  2.6048  8.8075  0.0212  0.0161  0.0263
Si  5.6458  2.7326  8.9337  -0.005  -0.0013  -0.0026
Si  2.8101  5.9055  9.3969  0.0092  -0.0516  -0.0063
Si  8.2271  5.5474  9.1442  0.0012  0.0048  0.0047
Si  -0.0958  8.2753  9.0054  -0.006  0.003  -0.0091
Si  5.5845  8.2349  8.8567  0.0188  -0.0166  0.005
Si  4.7345  0.8759  10.0869  0.0082  -0.0016  -0.0094
Si  9.8309  1.0588  10.0197  0.0016  0.008  0.0071
Si  1.6624  3.8954  11.2714  -0.028  -0.016  0.0019
Si  6.3874  4.5663  10.3226  -0.0156  0.0099  -0.0071
Si  4.8959  6.5218  10.3496  0.0096  -0.0016  -0.0163
Si  9.3801  7.1496  10.5602  -0.0078  0.0015  -0.0071
Si  1.2016  9.8621  10.1386  0.0024  -0.0043  -0.0034
Si  6.44  10.1336  9.8955  -0.0023  0.001  0.0017
O  9.3896  6.7053  26.1916  -0.0044  0.0013  -0.0155
O  5.6707  -0.3652  25.334  -0.0015  -0.0052  0.003
O  12.9704  5.4039  10.7706  -0.0013  -0.0072  -0.0116
O  2.9062  3.162  12.0242  -0.0272  0.0068  -0.005
O  5.1351  5.6424  25.5337  -0.0084  0.0022  -0.0075
O  0.6056  9.7746  25.7034  0.0027  -0.0041  -0.0059
O  0.0439  0.0167  10.6136  -0.0044  0.0043  0.0102
O  1.2366  3.0543  9.9573  -0.0008  0.0176  0.0223
O  6.5144  4.1858  11.9541  0.0127  -0.0093  0.0122
O  3.1421  4.5957  8.4582  0.0431  -0.0166  -0.0426
O  10.2799  6.3927  11.7196  0.0068  -0.0285  0.0338
O  1.9262  9.2784  11.5233  0.0036  0.0008  0.0079
O  4.5618  1.1353  11.7258  -0.0056  0.0029  0.0122
O  0.4358  4.0022  12.3151  0.0053  0.0248  -0.0335
O  9.1329  1.7549  11.345  -0.0042  -0.0052  -0.0028
O  4.8467  6.828  11.9879  0.0037  0.0131  0.0232
O  7.5555  8.5987  25.4332  -0.0043  0.0005  0.0016
O  12.8254  7.6435  26.7045  0.0061  0.0144  -0.0167
O  1.7713  8.0253  24.0053  0.0077  -0.0003  -0.0108
O  3.6633  1.2902  25.9772  0.0055  -0.014  -0.0034
O  9.8913  0.9408  25.8841  -0.0042  0.0012  -0.0067
O  0.2347  4.666  25.622  -0.0001  -0.0022  0.0003
O  7.6873  13.3348  25.4679  0.0027  -0.0038  -0.0071
O  3.2384  9.5948  25.4698  -0.0019  -0.0066  0.003
Si  10.901  2.2165  22.8552  -0.0017  0.0087  0.0056
Si  6.8761  9.8043  24.5534  0.0053  0.0054  -0.0038
Si  1.555  11.9824  16.8798  0.0052  0.0013  -0.0064
Si  10.7175  -0.0345  14.6351  -0.0043  0.002  0.0024
Si  5.7985  -0.2406  16.6219  0.0028  -0.002  -0.0039
Si  12.7915  6.8805  17.2249  0.0098  -0.0032  -0.004
Si  3.4021  1.7577  12.6939  0.0069  0.0033  0.0006
Si  4.1799  5.3194  24.2493  -0.007  -0.0018  0.0074
Si  4.2421  2.1276  15.7762  -0.0061  -0.004  -0.0037
Si  10.1347  2.9223  17.3086  0.0071  0.0038  -0.0093
Si  8.7003  1.169  12.8087  -0.0021  0.0027  -0.0044
Si  -5.9532  9.1691  19.0895  -0.0002  -0.0014  -0.0029
Si  14.7249  4.4439  17.5647  -0.0061  -0.0022  0.0002
Si  8.7404  11.1112  16.7115  -0.0029  0.0072  -0.0086
Si  8.6302  -0.2359  19.8158  -0.0025  -0.0059  -0.0045
Si  7.6583  -5.1318  20.7486  0.0034  -0.001  -0.0054
Si  3.7044  2.5411  19.8709  -0.0081  0.0042  -0.0059
Si  7.3606  9.4177  11.8612  0.0019  0.0034  0.0156
Si  5.4197  3.9057  21.9147  -0.0042  0.0043  0
Si  10.9569  10.5065  21.5708  0.0002  -0.0012  0.0011
Si  -2.1965  1.3545  24.7878  -0.0041  -0.0068  -0.0019
Si  -0.5735  5.1711  12.8023  0.0321  -0.0065  -0.0118
Si  -1.598  8.1882  21.1363  -0.0022  0.006  -0.0043
Si  -4.9325  6.3798  18.1571  0.0019  -0.001  -0.0019
Si  7.2812  5.9129  15.2479  -0.003  0.0015  0.003
Si  2.8087  7.6743  22.773  -0.0058  0.0007  0.0044
Si  5.1784  9.5438  22.0172  0.0073  -0.0071  0.0071
Si  -0.6493  5.7337  15.7472  -0.0028  -0.0214  -0.0118
Si  10.2739  4.0399  20.2881  0.0049  -0.0049  0.0024
Si  1.8456  10.032  12.9739  0.0057  0.0033  -0.0043
Si  -4.8892  1.2934  20.8845  -0.0047  -0.0001  -0.0019
Si  5.5477  7.4958  13.3008  -0.0121  -0.0033  -0.0148
Si  1.5387  3.7816  25.1246  0.0018  -0.0011  0.0001
Si  0.9949  6.7156  20.2083  0.0042  -0.0049  -0.0006
Si  7.4731  3.8109  13.2369  -0.0031  -0.0006  -0.0068
Si  14.5761  8.6749  15.2633  -0.002  0.0009  -0.0053
Si  13.1787  -0.1689  19.556  0.0003  -0.0002  -0.0029
O  9.9279  3.2695  18.8874  0.0006  -0.0015  -0.0038
O  5.1496  1.8074  19.6072  0.0037  -0.0028  0.0017
O  6.3762  2.5837  21.8288  0.0001  -0.0024  -0.0013
O  1.4274  10.9473  18.1393  -0.0001  -0.0032  0.0027
O  4.4586  7.4867  14.5153  -0.0068  0.0049  0.0026
O  1.068  2.9489  23.7997  -0.0031  -0.0059  -0.0041
O  7.046  4.3597  14.7324  0.0019  0.0044  0.0043
O  -3.3884  2.1823  13.3635  -0.0005  -0.0031  -0.0026
O  4.0157  2.0472  14.1703  0.0016  -0.0005  0.0053
O  13.5848  1.3178  20.147  -0.002  -0.0057  -0.0007
O  9.0657  1.8009  16.7324  0.0063  -0.0012  0.0031
O  4.3341  3.683  16.2314  0.0033  -0.0005  -0.0019
O  13.8117  9.4287  14.0534  0.0008  -0.0026  0.0032
O  16.7309  10.2896  18.2115  0.0007  -0.0009  -0.0029
O  8.1971  10.561  12.6868  -0.0033  -0.0042  -0.0051
O  18.2715  10.5626  16.1119  -0.0031  -0.0028  0.0025
O  2.6122  8.0863  16.3988  -0.0044  -0.0034  0.0024
O  8.8466  4.7  20.7117  -0.004  0.0005  0.0011
O  -5.8261  7.7414  18.3144  -0.0024  0.0055  0.0021
O  3.1229  3.39  18.6174  0.0024  -0.0008  -0.0006
O  4.0121  3.5999  21.0946  0.0023  -0.0005  0.0006
O  -5.3257  19.8399  20.5751  -0.0033  0.0001  -0.0033
O  6.2963  5.1969  21.4148  -0.002  -0.0029  0.0014
O  10.9313  5.6747  14.2463  -0.0223  -0.0144  -0.0057
O  9.9546  1.1826  13.856  0.0085  -0.0103  0.0121
O  2.6937  4.8569  24.7064  0.0105  0.0016  -0.0019
O  8.0019  0.0088  24.2249  -0.0014  -0.0018  0.0035
O  0.3348  17.5993  16.6567  0.0024  -0.0036  0
O  1.0908  0.4745  15.4407  -0.0056  0.0011  0.0042
O  5.0016  5.1246  18.4112  0.0021  -0.0023  0.0014
O  8.8991  -0.2792  18.2405  0.0019  -0.0093  0.0167
O  8.8032  6.3728  15.602  0.0125  -0.009  -0.0057
O  -0.7725  9.1822  22.186  0.0001  -0.0013  -0.0025
O  12.2494  -0.8965  20.6847  -0.0017  -0.0008  -0.0008
O  8.2942  7.0374  21.6565  0.0009  0  -0.0003
O  0.3227  9.8283  13.5428  -0.0087  0.0029  0.0028
O  7.4042  0.6936  20.281  0.004  -0.0013  -0.0074
O  0.5657  5.1279  20.135  0.0005  0.0027  -0.0005
O  10.7691  3.0014  21.4398  -0.0019  0.0004  -0.0024
O  2.6949  5.5049  17.017  -0.0073  0.0098  0.0009
O  6.8415  6.735  13.9146  0.0069  0.0008  0.0055
O  8.3533  -2.7714  11.3901  0.006  -0.0056  0.0014
O  5.1951  11.1707  21.8027  -0.0014  0.0029  -0.003
O  0.7214  13.3286  17.1794  -0.0152  0.0039  -0.0009
O  9.4304  2.1664  23.5603  0.0065  -0.0011  -0.0069
O  3.949  6.6118  23.2835  -0.0035  0  -0.0048
O  9.7713  -0.6761  15.7791  0.0096  0.0029  -0.0094
O  9.9445  0.3552  20.5627  -0.0006  -0.0025  -0.0014
O  1.7724  7.1732  18.8369  -0.0006  -0.0017  -0.0023
O  4.7118  9.7296  15.8931  0.0006  0.0012  0.0039
O  6.2812  9.1642  23.1675  -0.0089  -0.0018  -0.0102
O  -2.5397  -1.7839  20.2351  0.0016  0.0059  0.0049
O  3.673  9.0163  22.3812  0.001  -0.0002  -0.0047
O  8.9173  4.4746  12.927  0.0031  0.0056  -0.0007
O  7.2471  6.3006  19.2239  -0.0021  0.0004  -0.0006
O  3.475  -1.1903  19.271  0.0008  -0.0005  -0.0005
O  16.5008  1.3303  16.2634  -0.0013  -0.0001  -0.0003
O  6.1479  -1.9847  12.8717  -0.007  0.0023  -0.0036
O  2.1677  11.6292  12.7611  -0.0016  -0.0063  -0.003
O  4.9659  4.1463  23.4479  0.0001  0.0013  -0.0039
O  11.4126  11.5974  22.6868  -0.0002  -0.004  -0.0042
O  1.9513  7.0559  21.5088  -0.0025  0.0007  -0.0064
O  -0.8942  4.2608  16.3996  0.0021  0.0185  -0.0044
O  6.4581  -4.6657  16.5989  0.0075  -0.0029  -0.0091
O  -0.4289  7.5024  20.2389  -0.0052  0.0024  0.006
O  14.0458  1.3789  16.66  -0.0021  -0.0003  -0.0035

Results
free energy: -156077.886 eV
free energy less fixed offsets of O -568.88, Si -635.61 eV per atom: -3.036 eV

The program warned: the cutoff lies below the one the program advises for these potential files; the forces do not sum to zero within the program's tolerance; the exchange-correlation potential is rough where the density is thin.
